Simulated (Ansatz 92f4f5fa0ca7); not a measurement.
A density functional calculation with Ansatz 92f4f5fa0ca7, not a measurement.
Periodic cell of 192 atoms, Si128O64, from a study of silicon, its oxide and their interface. The atomic structure is a simulated model.
This geometry differs little from another in the collection (a relaxation step or a small displacement).

Settings
functional: r2SCAN
potential files: Ansatz PAW
basis: plane waves
wave-function cutoff: 800 eV
density cutoff ratio: 5
exchange-correlation grid ratio: 1
k mesh: 1 x 1 x 1, shifted by 0.5 0.5 0 of a step
self-consistency stop: 1e-10 eV per atom in the density residual
occupations: fixed
spin: none
net charge: 0

Cell vectors (angstrom)
a  10.887  0  0
b  0  10.887  0
c  0  0  28.136

Atoms: element, x, y, z (angstrom)
Si  -3.1846  -8.604  -6.5993
Si  3.2835  3.6536  1.1219
Si  5.2757  6.3919  -5.4183
Si  1.6813  12.6352  1.3241
Si  3.8954  -0.4578  -1.1564
Si  8.241  3.7955  -1.1557
Si  9.8214  9.8527  -0.1481
Si  6.2543  6.0649  -0.8331
Si  0.9617  0.2383  -0.4416
Si  3.6057  4.8014  -1.0735
Si  -0.0923  8.063  2.8875
Si  4.731  10.0944  1.6392
Si  6.4028  0.8983  1.3685
Si  9.9017  4.5111  1.4236
Si  7.3329  7.445  1.6511
Si  9.0202  9.1288  1.8581
Si  0.0161  2.7692  2.6785
Si  2.786  0.1127  2.6761
Si  0.6933  6.3327  1.4816
Si  2.5424  5.365  2.6139
Si  5.2695  2.7402  2.4101
Si  8.0074  0.0356  2.8881
Si  5.5123  8.2701  2.8748
Si  8.2054  5.5263  2.7342
Si  1.3157  4.0799  4.1556
Si  4.094  1.4518  4.0828
Si  1.3906  9.5417  3.982
Si  4.0144  6.775  3.9356
Si  6.7069  4.0839  3.8604
Si  9.5099  1.4055  4.0245
Si  6.7697  9.5753  4.3499
Si  9.5008  6.7415  4.2945
Si  0.0123  0.0107  5.3637
Si  2.7208  2.7438  5.4697
Si  -0.0011  5.398  5.5749
Si  2.7168  8.1579  5.3714
Si  5.3794  0.0889  5.5422
Si  8.0989  2.7644  5.3393
Si  5.3974  5.4273  5.3203
Si  8.1629  8.1625  5.5815
Si  1.3497  1.352  6.779
Si  4.098  4.1024  6.7883
Si  1.3922  6.8225  6.8237
Si  4.0444  9.5163  6.8023
Si  6.8216  1.4131  6.8226
Si  9.4601  4.0344  6.8198
Si  6.7457  6.7544  6.7874
Si  9.5885  9.5489  6.8143
Si  -0.0358  2.6719  8.1578
Si  2.7031  0.0017  8.1541
Si  0.0402  8.1882  8.1921
Si  2.7597  5.4497  8.171
Si  5.4632  2.7694  8.1816
Si  8.2109  0.014  8.1518
Si  5.439  8.1529  8.1471
Si  8.1231  5.4216  8.1635
Si  1.3431  4.066  9.4741
Si  4.105  1.3546  9.4957
Si  1.3942  9.554  9.5562
Si  4.136  6.7886  9.5363
Si  6.8218  4.0825  9.585
Si  9.5389  1.3261  9.5783
Si  6.8717  9.4869  9.4848
Si  9.5163  6.7924  9.4843
Si  0.011  -0.0341  10.9555
Si  2.7062  2.7078  10.8366
Si  -0.0249  5.429  10.8328
Si  2.7849  8.168  10.8432
Si  5.5387  -0.0102  10.8059
Si  8.1869  2.7011  10.9293
Si  5.5169  5.4803  10.9531
Si  8.2019  8.1176  10.9161
Si  1.3859  1.3606  12.2692
Si  4.0699  4.0953  12.1596
Si  1.3436  6.8341  12.1141
Si  4.2755  9.4549  12.1433
Si  6.8443  1.3008  12.2733
Si  9.5501  4.0714  12.2714
Si  6.9406  6.7602  12.4015
Si  9.5739  9.426  12.3172
Si  0.0566  2.7826  13.657
Si  1.7056  -1.5971  14.768
Si  -3.1778  5.3843  21.0509
Si  8.2118  0.924  18.77
Si  4.0691  1.2605  14.7701
Si  10.9818  -4.3058  18.0457
Si  6.9188  9.5825  15.1533
Si  6.3702  6.6473  18.5295
Si  2.7014  5.5142  13.4308
Si  7.9137  -1.7328  17.2932
Si  2.8498  10.7692  13.3814
Si  5.591  8.192  13.7036
Si  13.0477  -6.3533  18.8211
Si  9.6077  1.357  14.9834
Si  5.7969  11.3979  16.0898
Si  10.9402  8.0197  13.696
Si  -2.6045  5.3487  13.8367
Si  3.6088  0.2671  18.1057
Si  1.1559  4.5152  14.8914
Si  0.2002  7.4446  26.8219
Si  2.5446  1.6602  16.5193
Si  6.6475  4.0051  14.9872
Si  2.7617  3.981  16.6439
Si  18.4931  2.1421  16.1727
Si  2.8593  -15.6963  24.3308
Si  14.8041  2.2096  25.5918
Si  6.2806  -0.6195  25.3487
Si  5.3883  -8.1729  13.4895
Si  -1.3189  5.5872  24.9008
Si  7.3206  0.7611  27.1603
Si  3.8913  17.9017  14.8075
Si  18.0204  -3.4258  24.7187
Si  10.2427  22.9024  22.3473
Si  10.5844  10.3457  17.9063
Si  -18.9459  -10.3542  21.2436
Si  1.3051  0.9188  24.8629
Si  10.2344  -4.7312  15.0952
Si  -10.2231  -10.6157  16.0047
Si  10.3785  -3.7781  21.0016
Si  12.8861  8.7314  18.5417
Si  -5.5232  -9.803  23.0967
Si  1.067  16.0937  22.9102
Si  -7.0803  28.7304  20.0747
Si  -9.1599  19.6937  24.4825
Si  0.3723  -1.5871  21.8452
Si  4.8668  -16.5651  16.1185
Si  8.2646  10.8288  13.652
Si  12.4817  24.3623  21.2213
O  0.6845  -4.757  -6.5409
O  -10.6076  1.228  -4.4606
O  6.9062  7.2101  0.0838
O  4.3129  14.5278  -1.9593
O  -4.4779  5.4812  -6.1179
O  12.0325  8.315  -2.2521
O  -4.751  18.442  -4.6912
O  -0.3775  17.0389  -2.0556
O  18.968  -17.9678  -7.0021
O  19.4623  -4.1105  -3.7494
O  -10.1966  5.1765  -9.5587
O  10.1109  -0.4245  -6.2448
O  17.2967  39.1462  -2.3642
O  -7.7938  -23.0358  -10.373
O  15.5927  20.7394  -2.4492
O  8.948  -15.3925  -6.694
O  7.5222  -11.3572  18.2675
O  -12.223  -1.7118  17.3704
O  0.0625  2.024  21.1947
O  16.6092  -5.231  17.4463
O  14.3228  0.4382  19.7181
O  -10.3931  -20.8819  26.2585
O  13.703  -2.7091  15.3448
O  14.9958  12.0516  26.8366
O  -11.9739  0.6092  18.731
O  0.7646  -1.1846  18.9587
O  12.524  25.5509  22.3536
O  11.4778  -23.9828  23.3453
O  7.7147  -8.5955  26.7442
O  15.2134  -5.2965  23.7704
O  16.0492  22.1194  17.6264
O  18.1377  19.8428  25.3237
O  2.9073  18.6158  24.1977
O  8.7842  1.7447  22.6191
O  7.0011  -6.23  27.5653
O  -11.5175  7.1675  19.3671
O  -11.9189  8.4258  27.1759
O  -3.5708  -3.1144  17.8685
O  2.4021  2.0991  25.0208
O  12.9827  21.2805  24.5876
O  13.5415  -2.8194  19.8549
O  -0.3429  15.9201  23.7341
O  14.9934  11.3593  22.2678
O  -6.6629  -3.9383  21.6223
O  1.3515  7.5483  17.632
O  23.5596  -11.6094  21.5431
O  24.0978  -11.5215  27.3392
O  17.1577  -0.0657  23.8023
O  6.2295  2.0796  22.1628
O  8.7384  10.8549  27.2987
O  11.9144  -3.9324  28.1234
O  16.0153  -3.5012  19.2541
O  2.7053  16.4825  25.9141
O  4.6859  27.6505  27.6345
O  10.0382  -26.265  16.7385
O  15.5078  9.6605  28.1894
O  1.9659  3.2407  19.7779
O  -13.8984  13.0769  17.8053
O  -23.9384  15.2548  25.5429
O  15.7659  1.9675  24.3508
O  -14.5307  -5.1237  19.55
O  -1.4474  3.9189  28.0782
O  35.8768  -5.3502  19.562
O  -3.1279  1.3195  20.2438

Results
free energy: -118368.529 eV
free energy less fixed offsets of O -570.45, Si -639.56 eV per atom: 3.951 eV

Forces (eV/angstrom), in the order of the atoms: element, x, y, z
Si  0.0282  -0.009  -0.0158
Si  -0.0199  -0.0352  0.1187
Si  -0.0544  -0.0258  -0.0045
Si  -0.0007  0.0305  0.0931
Si  0.0212  -0.0091  0.0688
Si  0.0284  -0.0047  0.0735
Si  -0.282  -0.0882  0.1204
Si  0.0692  0.017  0.0896
Si  0.193  0.1101  0.0955
Si  -0.0578  -0.0052  0.0805
Si  0.0493  0.006  -0.0167
Si  -0.0451  0.0485  0.1564
Si  -0.0216  -0.0028  0.0059
Si  0.0588  0.0132  0.196
Si  0.0245  -0.0238  0.2293
Si  0.0031  0.0152  0.0051
Si  -0.0029  0.0208  -0.0092
Si  0.0074  -0.0944  -0.0328
Si  -0.0322  0.0097  0.1971
Si  -0.0646  0.0584  -0.0422
Si  -0.011  -0.0121  -0.0347
Si  -0.0217  0.0224  0.0911
Si  0.0197  0.0163  -0.0542
Si  0.033  0.0053  -0.1166
Si  -0.0043  0.0012  0.0003
Si  -0.0383  0.0124  -0.0568
Si  0.0458  0.0589  0.0409
Si  0.0093  -0.0226  0.0404
Si  -0.0518  0.0191  -0.0083
Si  0.04  -0.0119  0.0769
Si  0.0362  0.052  -0.0237
Si  -0.0144  0.0607  0.0013
Si  -0.0351  -0.0084  0.0085
Si  -0.0375  0.0166  0.009
Si  -0.0061  -0.0207  0.0549
Si  -0.0088  0.005  0.021
Si  0.0484  -0.0391  0.0576
Si  0.0142  -0.0537  0.0286
Si  0.0304  0.0516  0.0157
Si  0.0092  -0.0082  0.0533
Si  -0.0145  -0.0305  -0.0281
Si  0.0215  0.0201  -0.0321
Si  -0.0105  0.0204  -0.0102
Si  -0.003  0.0032  -0.0152
Si  0.0204  -0.0049  -0.0266
Si  -0.0138  0.0315  -0.027
Si  -0.0111  -0.019  -0.0314
Si  0.0355  0.0312  -0.0197
Si  0.0089  0.0121  -0.0137
Si  0.0002  0.0163  0.0035
Si  -0.0033  -0.0223  0.0042
Si  -0.0025  -0.0251  -0.0063
Si  -0.0197  -0.0388  0.0149
Si  -0.037  -0.0198  0.0133
Si  0.028  0.048  -0.015
Si  0.0491  0.0047  0.0035
Si  -0.016  0.0066  -0.0196
Si  0.0224  -0.0117  -0.0228
Si  -0.0201  -0.0116  0.0162
Si  -0.0377  -0.0154  0.0043
Si  -0.0097  0.016  0.013
Si  0.0355  -0.0169  -0.0063
Si  0.0074  0.0001  -0.0358
Si  0.0001  0.0169  -0.0221
Si  0.0088  -0.0258  0.0229
Si  0.0289  -0.0191  0.0252
Si  0.0321  -0.0257  0.0186
Si  0.0474  -0.0035  0.0122
Si  -0.0586  0.025  0.0159
Si  -0.0113  -0.0111  0.001
Si  0.0059  -0.0176  -0.0027
Si  -0.0181  0.0411  0.0315
Si  0.0381  -0.0166  0.0192
Si  0.0441  0.0082  -0.0126
Si  0.0248  0.0304  -0.07
Si  -0.0105  0.0042  -0.0174
Si  -0.0047  0.0153  -0.0731
Si  0.0149  -0.038  -0.0029
Si  -0.0182  0.0317  0.0378
Si  0.0278  -0.0018  0.0212
Si  0.0269  0.0024  0.027
Si  -0.1054  0.1784  -0.1315
Si  -0.0214  -0.0114  -0.0145
Si  -0.0275  -0.0694  -0.0299
Si  -0.0965  0.0934  -0.0013
Si  0.0196  -0.0121  -0.0033
Si  0.0318  -0.0395  -0.0311
Si  -0.0001  0.0123  -0.0687
Si  0.0538  -0.007  0.0462
Si  0.0033  0.0032  -0.1697
Si  -0.0526  -0.1182  -0.019
Si  -0.0196  -0.0483  0.0125
Si  0.0588  -0.0415  -0.1141
Si  0.1768  -0.1105  -0.1268
Si  0.213  0.0025  -0.0527
Si  -0.0094  0.004  0.0254
Si  -0.0008  0.0181  0.0257
Si  -0.0145  0.0041  -0.0831
Si  0.0376  -0.0251  -0.071
Si  0.0217  -0.0362  0.1079
Si  -0.0032  0.0252  -0.0085
Si  0.0202  0.1334  -0.087
Si  0.0795  0.0504  -0.0723
Si  -0.2052  -0.1312  -0.0291
Si  -0.0943  -0.0414  0.0109
Si  -0.0571  -0.078  0.0382
Si  0.0306  0.0379  -0.0306
Si  -0.0515  -0.0028  -0.0467
Si  0.078  0.0071  0.0369
Si  -0.1053  -0.0431  0.1713
Si  0.0491  -0.0654  -0.1387
Si  -0.0008  0.0293  0.057
Si  0.0356  -0.0171  0.0327
Si  0.0435  0.0249  -0.1051
Si  0.0259  -0.031  0.0153
Si  -0.0212  -0.0319  0.0174
Si  -0.0774  -0.0288  -0.0453
Si  -0.0606  0.0176  -0.1476
Si  0.0387  -0.0167  -0.1575
Si  -0.0334  0.0159  -0.1551
Si  -0.0371  -0.0271  0.0507
Si  0.0979  0.0812  0.0979
Si  -0.0332  -0.0698  -0.0196
Si  0.045  0.0113  0.0256
Si  -0.0041  0.0279  -0.0773
Si  -0.0753  0.0311  -0.0192
Si  -0.0241  0.032  -0.0043
Si  0.0139  0.028  -0.0754
O  -0.0643  0.0335  -0.0044
O  -0.0403  0.0153  0.0063
O  -0.0257  -0.0318  -0.1049
O  0.0346  0.0734  0.0228
O  0.002  -0.0012  0.0191
O  0.004  0.0684  0.0205
O  -0.0006  0.0457  -0.0302
O  -0.0276  -0.0464  -0.0271
O  0.007  0.0286  -0.0126
O  -0.0169  0.0239  -0.0509
O  -0.1162  -0.0442  0.0213
O  -0.0234  -0.0373  0.0284
O  -0.0197  -0.0087  -0.0462
O  -0.031  -0.1321  0.0102
O  0.0499  -0.0204  -0.0586
O  0.0166  0.0454  0.0599
O  -0.0319  0.1003  0.0565
O  0.011  0.0407  0.0145
O  -0.0336  -0.0038  -0.0216
O  0.0046  -0.0461  0.0777
O  -0.0028  -0.0057  0.0517
O  -0.0153  -0.0334  -0.0661
O  0.0061  -0.0371  -0.0931
O  0.0213  -0.0278  -0.0242
O  -0.0165  0.068  0.0601
O  0.0099  -0.0572  0.2576
O  0.0281  -0.0335  -0.0306
O  -0.0238  0.0186  -0.0166
O  0.0218  -0.0385  -0.0441
O  -0.0153  0.011  0.0141
O  -0.0203  0.0522  0.1382
O  0.0312  -0.0279  -0.0325
O  0.0289  0.0046  -0.0034
O  -0.0317  -0.0008  0.0277
O  -0.0054  0.0149  0.0127
O  -0.0156  -0.0017  0.0767
O  0.0559  -0.018  -0.0821
O  -0.0451  -0.0411  0.0938
O  0.0115  0.0425  -0.0267
O  0.0255  -0.0102  -0.0223
O  -0.0005  0.0528  0.0746
O  -0.0492  -0.0025  -0.0266
O  0.0416  0.0017  -0.0061
O  -0.0141  0.0205  0.0062
O  0.0317  0.0264  0.015
O  -0.0072  0.0044  -0.0152
O  -0.0557  0.0107  -0.0723
O  0.0237  -0.0171  -0.0608
O  -0.0038  0.0197  -0.0224
O  0.0975  -0.04  -0.045
O  0.0089  0.0108  -0.1495
O  0.0136  0.0357  -0.008
O  -0.0021  -0.0126  -0.0398
O  0.0533  0.0264  -0.0279
O  0.018  0.011  -0.0081
O  -0.0024  0.0045  -0.0536
O  -0.0068  -0.0056  0.0445
O  -0.0014  -0.0212  0.0368
O  -0.0201  -0.0211  -0.0397
O  0.0342  0.0292  -0.0473
O  0.0242  -0.0316  0.0223
O  -0.0783  -0.0517  -0.1164
O  0.0871  0.0744  0.1183
O  -0.0256  0.0117  0.0483

The program warned: the cutoff lies below the one the program advises for these potential files; the forces do not sum to zero within the program's tolerance; empty levels may hold ghost states of the PAW files; the exchange-correlation potential is rough where the density is thin.
